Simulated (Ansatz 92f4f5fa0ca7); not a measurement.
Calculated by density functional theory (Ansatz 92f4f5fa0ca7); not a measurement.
Periodic cell of 130 atoms, Si86O44, from a study of silicon, its oxide and their interface. The atomic structure is a simulated model.

Settings: functional r2SCAN; potential files Ansatz norm-conserving; basis plane waves; wave-function cutoff 1300 eV; density cutoff ratio 4; exchange-correlation grid ratio 1; k mesh 2 x 2 x 1, shifted by 0.5 0.5 0.5 of a step; self-consistency stop 5e-08 eV per atom in the density residual; occupations Fermi-Dirac, 0.05 eV; spin none; net charge 0.

Cell vectors (angstrom)
a, 10.9176, -0.0709, 0.0493
b, -0.0709, 10.9694, 0.0243
c, 0.0872, 0.043, 19.3167

Atoms and the computed forces on them: element, x, y, z (angstrom), force x, y, z (eV/angstrom)
Si, -0.1865, 0.1832, 0.4931, -0.1403, 0.6322, -1.3897
Si, 3.0796, 2.4892, -0.1462, -0.1659, -0.105, 0.0778
Si, -0.4032, 5.7741, 0.3057, -0.1097, -0.7848, -1.9248
Si, 2.9141, 7.7155, 0.1938, -0.1933, -0.5585, -2.3653
Si, 5.1791, 0.2164, 0.0841, 0.3301, -1.2869, -0.5626
Si, 8.3749, 2.1384, 0.3204, 0.0569, -0.1696, -1.4566
Si, 5.3545, 5.5847, 0.0098, 0.3663, 0.3447, -1.1339
Si, 8.2278, 7.805, 0.3658, 0.5376, 0.4478, -0.4773
Si, 1.411, 1.4755, 1.5894, 0.822, -0.548, -1.3531
Si, 4.1624, 4.0251, 1.3682, -0.5057, 0.0666, -0.6311
Si, 1.2635, 6.7364, 1.5757, 0.6879, 0.1872, 0.4817
Si, 3.8845, 9.5261, 1.3398, 1.0091, -0.2682, 0.0461
Si, 6.6322, 1.1601, 1.7308, 1.2832, -0.0225, -1.2796
Si, 9.4475, 3.8941, 1.583, 0.1279, 0.8402, -0.1776
Si, 6.7716, 6.714, 1.639, -0.8104, -0.7716, 0.6504
Si, 9.4281, 9.4615, 1.6133, -0.3781, -0.2509, -0.1182
Si, 0.0722, 2.7688, 2.8688, -1.0537, 0.1929, 0.7274
Si, 2.7417, -0.112, 2.783, -0.3928, 0.8233, 0.6543
Si, -0.0518, 8.2474, 2.8845, 0.3431, -0.4166, 0.5341
Si, 2.7105, 5.2999, 2.8695, 0.1119, 0.6216, -1.2209
Si, 5.404, 2.7618, 2.8794, 0.3787, 0.1995, 0.3154
Si, 8.1353, -0.2141, 2.9615, -0.9663, -0.2509, 0.2491
Si, 5.2825, 8.142, 2.8301, 0.4568, 0.6158, 0.0991
Si, 8.1363, 5.3699, 3.0669, 0.0895, -0.196, -0.9976
Si, 1.3674, 4.1384, 4.2292, -0.3488, -1.179, 1.1852
Si, 4.0924, 1.3589, 4.1925, -0.4219, -0.4707, 0.022
Si, 1.3297, 9.5726, 4.27, -0.4174, 0.2145, 0.4306
Si, 3.9803, 6.7363, 4.1878, 0.4951, 0.4592, 0.5872
Si, 6.6737, 4.1637, 4.3336, 0.2087, -0.7448, 0.7862
Si, 9.4142, 1.2785, 4.1945, 1.3319, 0.3465, 1.0002
Si, 6.7053, 9.3998, 4.3906, -0.0206, 0.2538, -0.5796
Si, 9.5662, 6.7423, 4.3568, 0.6456, -0.4852, -0.7983
Si, -0.0396, -0.0037, 5.6884, -0.4908, -0.3404, -1.3226
Si, 2.7424, 2.736, 5.6181, -0.5272, -0.2198, -0.3504
Si, -0.0231, 5.3698, 5.6663, -0.2385, 0.5528, -0.661
Si, 2.6822, 8.1213, 5.6144, -1.0508, -0.1679, -0.7723
Si, 5.4095, -0.0181, 5.5939, 0.6382, 0.1907, 0.0638
Si, 8.1319, 2.7292, 5.6512, -0.9078, -0.4929, -0.5611
Si, 5.406, 5.5955, 5.7595, -0.6274, -0.9354, -1.2497
Si, 8.1825, 7.9978, 5.6361, -0.5866, 1.3757, 0.8001
Si, 1.3326, 1.3441, 6.945, -0.2024, 0.6652, 0.2787
Si, 4.0106, 4.1611, 6.984, 1.3654, -0.241, -0.3722
Si, 1.1625, 6.8445, 6.9521, 1.2326, 0.1211, 0.6692
Si, 4.0202, 9.5018, 6.8581, -0.0106, 0.8259, -0.3898
Si, 6.7663, 1.3776, 7.0957, 0.6666, -0.2159, -0.1545
Si, 9.4171, 4.0803, 7.0191, 0.0762, -0.1802, 0.8352
Si, 6.8097, 6.8261, 7.0872, 0.7295, 0.1678, 0.8441
Si, 9.3873, 9.51, 7.108, 0.5836, -0.5467, -0.3523
Si, -0.1496, 2.7707, 8.3245, 0.9385, 0.1312, 0.3604
Si, 2.8356, -0.0173, 8.1023, -0.7815, 0.1984, 0.9567
Si, -0.1182, 8.1548, 8.4365, 0.2582, 0.8288, -0.7356
Si, 2.7613, 5.5547, 8.2445, -1.5915, -0.5514, 0.4956
Si, 5.631, 3.0562, 8.3909, -1.3471, -0.2218, -0.6546
Si, 8.1773, -0.1105, 8.4914, -0.0954, 1.4263, -0.1819
Si, 5.3995, 8.3466, 8.2165, 0.7863, -0.3707, -0.142
Si, 8.2705, 5.5024, 8.6394, -0.632, -0.2807, -0.5135
Si, 1.3851, 4.0968, 9.6688, -0.3279, -0.3441, -0.0677
Si, 4.0491, 1.6311, 9.3446, 0.3435, -0.8243, 0.6859
Si, 1.3436, 9.6087, 9.557, 0.5923, 0.0265, -0.2383
Si, 4.1402, 6.9324, 9.4384, -0.0018, 0.699, 0.8399
Si, 6.6972, 4.3264, 10.0668, 0.4961, -0.3015, -0.4167
Si, 9.5118, 1.4151, 9.9453, -0.6088, -0.9568, 0.8431
Si, 6.5914, 9.6246, 9.7193, 0.4871, -0.0842, 0.6501
Si, 9.6548, 6.8258, 10.0393, -0.5965, -0.311, 0.8163
Si, 0.3063, 0.0046, 11.0331, 0.7455, 0.3076, 1.0497
Si, 2.4501, 2.3217, 10.9598, -0.3204, 1.1746, 1.1495
Si, 0.5768, 5.6582, 11.2877, 1.8856, -0.6601, 0.9
Si, 2.6255, 8.0842, 10.8448, 0.2558, 0.4631, 1.3309
Si, 5.4467, 0.3992, 10.7402, -0.0538, 0.1544, 0.0809
Si, 7.6001, 2.5837, 11.3826, -0.7923, -0.4603, 0.5187
Si, 5.5811, 6.1656, 11.0899, -0.0012, -0.2656, -0.3103
Si, 7.873, 8.1243, 11.0813, 0.2248, 0.0104, 1.1652
Si, -3.4151, 4.0693, 17.2208, 0.4273, 2.9544, 0.4702
Si, 12.8114, 2.6383, 16.4928, -1.097, -0.2015, -2.5929
Si, 9.5403, 6.4608, 14.7313, 0.0546, 0.6111, 0.6203
Si, 9.3056, 9.063, 16.1406, 0.241, -1.457, -0.6403
Si, 12.9806, 14.911, 13.5984, 2.015, 0.2939, 0.1563
Si, 1.107, -1.6501, 17.5601, -1.9235, -0.9631, 2.004
Si, 4.5356, 5.9619, 13.901, 0.715, -0.5351, 1.7177
Si, 7.3197, 4.2724, 14.1642, -2.0233, 0.9458, 1.4221
Si, 4.971, 8.8215, 15.2344, -1.1559, -1.3709, -0.4772
Si, 9.9945, -1.9329, 13.2956, -0.8976, -1.9758, -2.3697
Si, 2.6924, -0.2381, 15.527, 0.8985, -0.169, -0.4835
Si, 3.7947, 9.8954, 12.9609, -1.6066, -0.3628, 0.277
Si, 10.5854, 4.7052, 16.9554, -0.0382, -0.6477, -1.0844
Si, 6.9409, 9.4684, 17.4348, -1.1667, -1.0859, 0.0286
O, -1.4888, -4.1209, -0.2857, 0.8776, -0.571, 1.0172
O, 0.846, -0.5587, -0.5564, 0.1986, -0.6751, -1.1717
O, 3.0797, 5.1279, -5.2701, -0.9325, -0.4436, 0.3058
O, 4.2058, 1.319, -0.6159, -1.0506, 1.1519, 0.7056
O, 0.813, 4.6932, -6.5389, -1.6695, 1.1684, -1.4239
O, -13.1736, 7.6419, -3.7278, 0.6172, 1.0674, 0.1524
O, 2.0399, 8.1623, -1.2092, -0.3051, 0.6447, 0.5478
O, 2.445, 14.2127, -1.533, 1.0694, -0.5722, 1.6644
O, 5.8559, -0.5221, -1.261, 0.6752, 0.4531, 1.0794
O, 7.1656, 3.6138, -3.5937, 0.4396, -0.4265, -0.9269
O, 7.6075, 2.7297, -1.0697, 0.3223, -1.6305, 1.5317
O, 9.5838, 1.0666, -0.29, -0.5558, 0.5558, 1.5257
O, 11.1332, 3.1422, -2.6561, 0.429, 0.1523, 0.3549
O, 6.1883, 4.9704, -1.3667, 0.3938, -0.5003, 0.6497
O, 7.2021, 8.1506, -0.8674, 0.2544, 1.9392, -0.8497
O, 11.3261, 5.2013, -1.0733, -1.0955, 0.6724, 1.056
O, 0.1678, -1.0815, 12.3531, -0.2455, 1.138, -0.8946
O, 1.4939, 1.0953, 11.5353, -0.6573, -0.1365, -0.8962
O, 5.7806, 4.9046, 14.1954, 0.5798, 0.5117, -0.7263
O, 1.8071, 6.7881, 11.3285, -2.3041, -1.6733, -0.0466
O, 2.8987, 3.1091, 12.3763, -0.1119, -0.5218, -0.9241
O, 3.0385, 8.5858, 12.399, 0.1367, 0.2457, -1.4859
O, 5.0999, 9.5054, 13.7759, 1.2107, -0.0844, 0.2829
O, 6.4366, 1.3932, 11.6162, 0.706, 0.1614, -0.7499
O, 4.2918, -0.1865, 11.7209, 0.5284, 0.8801, -0.8744
O, 7.5514, 3.2475, 12.9185, 0.7051, 0.2045, 0.5379
O, 13.5974, 1.1681, 16.319, -1.1477, -1.0638, -0.0685
O, 4.6305, 6.3044, 12.3562, -0.9515, -0.3693, -0.4577
O, 10.3683, 8.7279, 17.3111, 1.9102, 0.4765, 0.2331
O, 8.555, 8.9804, 12.3274, 0.4993, -0.0332, 0.5871
O, 6.7708, 7.0478, 11.7645, 1.9853, 1.1492, -1.3095
O, -2.6616, 10.1944, 16.7157, -0.0711, -0.252, 0.7094
O, 10.268, 7.3907, 13.5715, -0.2621, 0.894, 0.1681
O, 9.0008, 4.7779, 17.2971, -1.1831, -1.0436, 0.1244
O, 12.9462, 2.9782, 14.8844, -0.3518, 1.0456, -0.0881
O, 10.6677, 5.6337, 15.5738, 0.1403, -0.3722, 0.5338
O, 12.2795, 9.8375, 16.2172, 0.742, 1.1019, -1.4731
O, 8.4085, 5.4803, 14.1284, 0.2069, -0.6109, -0.3564
O, 4.5007, 7.2722, 14.9046, 0.3952, -0.2549, -0.3539
O, 6.2597, 8.7885, 16.1286, 0.3357, -0.0029, 0.5919
O, -6.7034, 6.7865, 18.8032, -0.1405, 0.2404, 1.1728
O, 2.7167, 10.6806, 13.8958, -0.299, 0.6346, 1.6612
O, 9.8142, -1.2118, 14.6963, 0.0169, 0.153, 0.9163
O, 14.7932, 9.6855, 16.0187, -0.3503, 0.4759, 0.6504

Results
free energy: -30558.206 eV
free energy less fixed offsets of O -463.61, Si -117.95 eV per atom: -15.666 eV
pressure: -2.87 GPa
stress xx, yy, zz, yz, xz, xy (GPa, positive in tension): 2.42, 3.07, 3.13, 1.17, 0.56, -2.52
